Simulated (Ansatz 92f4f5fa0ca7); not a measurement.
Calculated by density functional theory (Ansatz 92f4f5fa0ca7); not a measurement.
Periodic cell of 226 atoms, Si134O92, from a study of silicon, its oxide and their interface. The atomic structure is a simulated model.
Doubt: the cutoff is low for norm-conserving oxygen, so forces and energies are approximate.
Doubt: the program's own warning below bears on the result.
This geometry differs little from another in the collection (a relaxation step or a small displacement).

Settings: functional HSE06; potential files SPMS norm-conserving; basis plane waves; wave-function cutoff 800 eV; density cutoff ratio 4; exchange-correlation grid ratio 1; k mesh 1 x 1 x 1, Gamma-centred; occupations fixed; spin none; net charge 0.

Cell vectors (angstrom)
a	10.938	0	0
b	0	10.938	0
c	0	0	31.9494

Atoms: element, x, y, z (angstrom)
Si	10.6261	0.0013	24.4185
Si	5.0746	0.1242	24.664
Si	2.8209	2.2921	24.5307
Si	8.5699	2.4362	24.5623
Si	10.7065	5.5877	24.3345
Si	5.1567	5.6145	24.4493
Si	2.988	7.9542	24.4055
Si	8.4157	7.8303	24.4171
Si	1.2922	1.1303	25.8415
Si	6.8147	1.3282	25.7385
Si	3.9839	4.0105	25.7301
Si	9.6874	4.0218	25.853
Si	1.3368	6.7948	25.6683
Si	6.8026	6.7219	25.7521
Si	3.999	9.4673	25.9582
Si	9.4813	9.4404	25.8004
Si	2.6331	-0.135	27.293
Si	8.1389	-0.0674	27.1445
Si	0.0773	2.6526	27.2133
Si	5.4502	2.7203	27.11
Si	2.6651	5.4159	27.1084
Si	8.1901	5.368	27.1354
Si	0.0102	8.1521	27.131
Si	5.5098	8.1407	27.1836
Si	4.0861	1.3261	28.4964
Si	9.5435	1.3145	28.5078
Si	1.3882	4.0659	28.5661
Si	6.8064	4.0586	28.5243
Si	4.0795	6.7752	28.4908
Si	9.5582	6.7791	28.4832
Si	1.2892	9.4776	28.6308
Si	6.8234	9.5363	28.564
Si	-0.0445	-0.0221	29.9353
Si	5.4499	-0.0144	29.8987
Si	2.7715	2.7129	29.9016
Si	8.1855	2.7017	29.8769
Si	-0.0173	5.4389	29.8924
Si	5.4559	5.4463	29.8898
Si	2.7353	8.1416	29.9126
Si	8.2233	8.173	29.8823
Si	1.3679	1.3733	31.2548
Si	6.8223	1.3654	31.2625
Si	4.1147	4.0839	31.2799
Si	9.5459	4.0824	31.2547
Si	1.3542	6.8076	31.2764
Si	6.8282	6.8417	31.2463
Si	4.0854	9.559	31.2643
Si	9.5494	9.543	31.2934
Si	2.7385	0.0177	0.6811
Si	8.198	0.0141	0.6759
Si	0.0088	2.7524	0.6802
Si	5.4858	2.7467	0.7101
Si	2.7385	5.4604	0.6822
Si	8.2062	5.4928	0.6688
Si	0.016	8.2107	0.7099
Si	5.4801	8.2252	0.6872
Si	4.1022	1.3866	2.0697
Si	9.5998	1.3617	2.0349
Si	1.3548	4.1442	2.0624
Si	6.8432	4.1577	2.0501
Si	4.0942	6.8557	2.0351
Si	9.5774	6.8462	2.069
Si	1.373	9.6202	2.0647
Si	6.8336	9.6289	2.0536
Si	0.0261	0.0438	3.4731
Si	5.4824	0.0451	3.4585
Si	2.7149	2.7742	3.4065
Si	8.2592	2.7873	3.3404
Si	0.0263	5.5216	3.4789
Si	5.4715	5.5347	3.4263
Si	2.7415	8.2447	3.3971
Si	8.2409	8.2918	3.3871
Si	1.3746	1.4607	4.8469
Si	6.911	1.4845	4.726
Si	4.0601	4.1606	4.7553
Si	9.6006	4.084	4.7833
Si	1.3671	6.9812	4.8409
Si	6.8378	6.9955	4.73
Si	4.0954	9.5774	4.7925
Si	9.6203	9.5844	4.8403
Si	2.7575	0.0404	6.1367
Si	8.2951	0.1296	6.0897
Si	0.0183	2.8053	6.3083
Si	5.5132	2.8453	6.0664
Si	2.7543	5.5991	6.1358
Si	8.2535	5.6039	5.9544
Si	0.0486	8.3134	6.3697
Si	5.5014	8.3086	6.2239
Si	4.4232	1.1894	7.3228
Si	9.8119	1.1568	7.6218
Si	1.1789	4.5117	7.503
Si	6.6414	4.5488	7.2433
Si	4.3252	6.7108	7.5375
Si	9.7288	6.62	7.4976
Si	1.2804	9.9481	7.6992
Si	6.721	9.9752	7.4086
O	9.5859	1.24	23.9789
O	4.1058	6.8047	23.9429
O	4.0105	1.238	24.0289
O	9.5338	6.6992	23.8952
O	-0.0265	5.5529	8.0134
O	5.5712	0.1356	7.9086
O	0.0722	0.0961	8.1459
O	5.5347	5.6178	7.8789
O	7.5997	3.9613	8.4298
O	8.7245	7.0553	8.7565
O	2.182	9.4639	9.0355
O	8.8949	1.6828	8.9241
O	7.6206	9.483	8.7056
O	3.6049	1.8302	8.592
O	3.5844	7.2285	8.9424
O	2.0674	4.0209	8.8149
O	8.1408	3.4904	23.3591
O	0.4486	4.931	22.9521
O	1.8999	2.7402	23.2424
O	5.8324	4.9108	23.1156
O	5.5223	9.9869	23.5038
O	2.447	8.6929	23.0215
O	0.1913	10.0676	23.0853
O	7.7836	8.5715	23.0735
Si	8.6613	7.6983	18.4401
Si	8.7885	6.3624	13.6349
Si	3.7968	1.5432	14.7362
Si	2.1396	5.7488	17.629
Si	2.4162	3.1427	19.4907
Si	9.8159	9.0344	12.0804
Si	1.3327	9.4213	22.0774
Si	9.1757	0.9685	13.197
Si	1.423	5.0578	13.0293
Si	1.7958	8.2571	12.8154
Si	6.6486	9.5523	22.4273
Si	4.5299	4.604	15.71
Si	8.2113	3.0246	9.5845
Si	0.8433	8.2462	19.2627
Si	6.9511	1.3485	21.0914
Si	8.228	8.3213	9.6728
Si	10.8908	5.2073	15.6097
Si	7.5728	9.5019	16.318
Si	9.9318	2.0554	20.2964
Si	3.2183	8.5167	9.914
Si	6.6978	3.3475	17.4084
Si	1.1679	0.2089	19.8018
Si	3.2378	2.8206	12.3004
Si	7.2212	5.3934	19.6839
Si	5.7501	8.6747	11.5469
Si	5.7887	6.078	13.2034
Si	4.6369	9.7056	17.6229
Si	1.0206	3.5963	22.174
Si	4.899	1.4836	18.8008
Si	3.1969	3.0896	9.519
Si	6.4546	10.8247	13.7927
Si	10.3533	0.1196	15.971
Si	5.6647	3.662	11.1581
Si	9.8435	3.9029	11.906
Si	2.3463	9.9255	15.5445
Si	6.0782	8.1214	19.799
Si	6.9368	3.9728	22.3742
Si	9.7564	2.7787	17.3655
O	7.1985	6.382	13.9779
O	1.885	7.0582	18.6796
O	10.2905	4.0402	16.5291
O	6.1699	9.961	17.0543
O	10.151	0.7055	14.4676
O	8.4483	6.116	18.8558
O	5.1742	0.6904	14.4349
O	5.7198	2.055	17.5214
O	8.3476	1.938	20.5493
O	1.9932	4.2987	18.4021
O	6.9676	2.8082	10.6435
O	4.8737	2.7131	12.2231
O	6.0327	4.3944	16.3469
O	4.5654	3.9236	9.9422
O	10.6894	2.771	21.5544
O	9.7257	6.1646	14.9707
O	6.0105	6.4854	19.8383
O	4.084	0.1702	18.2796
O	9.2589	10.5567	12.274
O	2.8558	4.3633	12.7099
O	1.9132	10.7036	21.2093
O	3.9944	2.7215	19.3828
O	0.7329	10.0442	15.9618
O	1.2787	9.803	18.8348
O	1.7129	1.6638	19.2711
O	8.9441	10.3927	16.4991
O	4.8766	8.5808	18.7888
O	9.5757	8.7557	10.4879
O	6.7503	4.085	18.8568
O	2.844	1.7237	13.4089
O	5.8276	8.7714	21.2625
O	2.5451	2.4529	10.8773
O	7.6201	4.85	21.1718
O	5.2135	7.4845	12.5587
O	0.4336	9.0712	12.5002
O	7.5844	1.063	13.5785
O	7.1131	9.6385	14.7461
O	8.9804	5.0339	12.7005
O	8.0959	8.0389	16.9115
O	6.215	2.5751	21.8981
O	2.4606	9.0708	14.1085
O	0.4269	4.4932	11.8651
O	0.8156	8.3171	20.9343
O	9.3889	3.8374	10.35
O	9.659	2.389	12.532
O	7.6234	8.562	19.3931
O	2.5535	8.172	11.3671
O	3.9801	3.062	15.3781
O	0.8345	4.4906	14.4402
O	10.0515	2.9978	18.9578
O	9.1466	7.8076	12.9474
O	10.5145	0.5351	20.0746
O	6.034	5.0481	11.9374
O	8.1563	2.7447	17.012
O	3.5383	5.4823	16.7306
O	4.6684	9.137	10.3894
O	1.5322	6.6788	13.1832
O	4.7629	5.495	14.3463
O	2.0462	3.8529	20.9208
O	10.5536	1.4138	16.948
O	0.9507	6.0736	16.5548
O	7.3336	10.9504	21.938
O	5.9316	0.9103	19.9167
O	6.0709	10.034	12.4074
O	2.8495	0.5481	15.6035
O	7.0546	8.0194	10.779
O	10.2468	8.016	18.6882
O	3.4495	9.1987	16.5752

Results
free energy: -56392.628 eV
free energy less fixed offsets of O -447.96, Si -113.29 eV per atom: 0.552 eV
gap between the highest filled and lowest empty level on this k mesh: 1.216 eV

The program warned: the cutoff lies below the one the program advises for these potential files; the model core charge is not resolved on the grid; the forces do not sum to zero within the program's tolerance; the exchange-correlation potential is rough where the density is thin.
